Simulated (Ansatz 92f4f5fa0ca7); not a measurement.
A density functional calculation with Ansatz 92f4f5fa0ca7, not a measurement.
Periodic cell of 406 atoms, Si266O140, from a study of silicon, its oxide and their interface. The atomic structure is a simulated model.
Doubt: the cutoff is far below the 930 eV that the study's wrapper takes by default for these files, so forces and energies are approximate.
This geometry differs little from another in the collection (a relaxation step or a small displacement).

Settings
functional: PBE
potential files: Ansatz PAW
basis: plane waves
wave-function cutoff: 580 eV
density cutoff ratio: 5
exchange-correlation grid ratio: 1
k mesh: 1 x 1 x 1, Gamma-centred
self-consistency stop: 5e-08 eV per atom in the density residual
occupations: fixed
spin: none
net charge: 0

Cell vectors (angstrom)
a  15.4687  0  0
b  0  12.8259  0
c  0  0  35.8688

Atoms and the computed forces on them: element, x, y, z (angstrom), force x, y, z (eV/angstrom)
Si  0.0145  1.1576  33.2054  -0.007  -0.0104  -0.0219
Si  3.8389  1.1572  33.2215  0.0122  0.0033  -0.0096
Si  7.7344  1.1577  33.2086  -0.0023  -0.0313  -0.0246
Si  11.5995  1.1557  33.2118  0.0057  -0.0002  -0.0275
Si  1.9215  7.5643  33.2007  0.0153  -0.0014  -0.0279
Si  5.7826  7.5701  33.1905  -0.0047  -0.0167  -0.0256
Si  9.6532  7.5676  33.2074  0.0182  0.0156  -0.0235
Si  13.5311  7.569  33.1836  -0.0108  -0.0061  -0.0353
Si  1.9336  5.247  33.6019  0.0359  -0.2236  -0.1639
Si  5.8008  5.247  33.6019  -0.0458  -0.0319  -0.0449
Si  9.6679  5.247  33.6019  -0.0284  -0.2008  -0.0304
Si  13.5351  5.247  33.6019  0.0553  -0.0875  -0.0107
Si  0  11.6599  33.6019  0.0445  -0.1697  0.025
Si  3.8672  11.6599  33.6019  -0.0381  -0.1758  0.0034
Si  7.7343  11.6599  33.6019  0.047  -0.1337  0.0216
Si  11.6015  11.6599  33.6019  -0.0199  -0.2  -0.0412
Si  0  4.664  34.8386  -0.0048  -0.045  -0.0443
Si  3.8672  4.664  34.8386  -0.0071  -0.0422  -0.0437
Si  7.7343  4.664  34.8386  0.0057  -0.0472  -0.0401
Si  11.6015  4.664  34.8386  0.0038  -0.0316  -0.048
Si  1.9336  11.0769  34.8386  -0.0081  -0.0052  -0.0108
Si  5.8008  11.0769  34.8386  0.0029  -0.0432  -0.0371
Si  9.6679  11.0769  34.8386  -0.0207  0.0144  -0.0192
Si  13.5351  11.0769  34.8386  -0.0006  -0.0246  -0.0346
Si  0  2.332  35.2509  0.0656  0.0213  0.1171
Si  3.8672  2.332  35.2509  -0.1259  0.0457  0.2242
Si  7.7343  2.332  35.2509  0.0491  0.0274  0.1303
Si  11.6015  2.332  35.2509  -0.0337  0.022  0.1414
Si  1.9336  8.745  35.2509  -0.0278  -0.0131  0.0425
Si  5.8008  8.745  35.2509  -0.0522  -0.0179  -0.0153
Si  9.6679  8.745  35.2509  -0.0269  -0.0114  0.099
Si  13.5351  8.745  35.2509  -0.0024  -0.0287  -0.048
Si  1.9336  1.749  0.6188  0.0118  0.0281  0.0382
Si  5.8008  1.749  0.6188  0.0126  -0.0388  -0.0275
Si  9.6679  1.749  0.6188  0.0068  0.0053  0.0038
Si  13.5351  1.749  0.6188  -0.013  -0.0328  -0.0262
Si  0  8.162  0.6188  0.0142  0.004  -0.0182
Si  3.8672  8.162  0.6188  0.0264  0.0181  -0.018
Si  7.7343  8.162  0.6188  0.0025  0.0066  -0.0162
Si  11.6015  8.162  0.6188  0.0006  0.0057  -0.0231
Si  0  5.83  1.031  0.0116  0.0214  0.0289
Si  3.8672  5.83  1.031  0.0049  0.0089  0.0201
Si  7.7343  5.83  1.031  -0.0022  0.0392  0.0388
Si  11.6015  5.83  1.031  -0.0047  0.0069  0.0126
Si  1.9336  12.2429  1.031  0.0088  -0.0213  0.0013
Si  5.8008  12.2429  1.031  -0.0016  0.015  0.0265
Si  9.6679  12.2429  1.031  0.0219  -0.0322  -0.0082
Si  13.5351  12.2429  1.031  -0.0047  -0.0012  0.014
Si  1.9336  5.247  2.2678  0.0066  0.0518  0.0827
Si  5.8008  5.247  2.2678  -0.0603  0.0292  0.0606
Si  9.6679  5.247  2.2678  0.0407  0.0111  -0.0209
Si  13.5351  5.247  2.2678  -0.0008  0.014  0.0225
Si  0  11.6599  2.2678  0.0062  -0.0208  -0.1144
Si  3.8672  11.6599  2.2678  -0.0393  -0.013  -0.1462
Si  7.7343  11.6599  2.2678  0.0356  -0.0085  -0.0214
Si  11.6015  11.6599  2.2678  -0.0677  -0.0329  -0.2118
Si  1.9336  2.915  2.68  -0.0089  0.0459  0.0732
Si  5.8008  2.915  2.68  -0.0204  0.0882  0.076
Si  9.6679  2.915  2.68  -0.0028  0.0496  0.0527
Si  13.5351  2.915  2.68  0.017  0.0855  0.074
Si  0  9.328  2.68  -0.0142  -0.0087  0.0107
Si  3.8672  9.328  2.68  -0.0204  -0.0402  0.0005
Si  7.7343  9.328  2.68  -0.0067  -0.0093  0.0072
Si  11.6015  9.328  2.68  -0.0007  0.0055  0.0212
Si  -0.297  -0.1198  26.6869  -0.0076  0.4044  -0.0918
Si  4.202  -0.1014  26.6283  0.0595  0.3506  -0.1083
Si  7.311  -0.0727  26.9482  -0.0018  0.3961  -0.1644
Si  12.0394  -0.2824  26.7184  -0.0077  0.3589  -0.1273
Si  2.2544  6.0793  26.4934  -0.0974  0.366  -0.2015
Si  5.5003  6.4471  26.6348  0.0104  0.4216  -0.2041
Si  9.8468  5.9621  26.6335  -0.1574  0.2515  -0.1654
Si  13.0634  6.2351  26.7267  0.0011  0.3258  -0.1914
Si  1.9379  3.7773  26.8788  0.0536  -0.3346  -0.267
Si  5.9179  4.0672  26.7872  0.071  -0.2102  -0.4533
Si  9.7339  3.6816  27.0839  0.0586  -0.3253  -0.3251
Si  13.5292  3.9126  26.91  0.0055  -0.2665  -0.267
Si  0.0189  10.4131  26.9848  -0.073  -0.2106  -0.2451
Si  3.8908  10.4162  27.0377  0.0674  -0.2933  -0.1175
Si  7.7295  10.4811  27.03  0.0214  -0.1759  -0.3109
Si  11.6781  10.2216  26.9727  0.1004  -0.2879  -0.1722
Si  0.0007  3.4095  28.1747  -0.033  0.0594  0.101
Si  3.9494  3.4201  28.0961  0.0591  0.0495  0.2202
Si  7.7087  3.407  28.2209  -0.028  0.0671  0.1377
Si  11.688  3.2981  28.2966  0.0116  0.0081  0.1263
Si  1.9365  9.8152  28.1961  -0.0122  0.0766  0.1203
Si  5.8142  9.8256  28.2769  0.0376  0.0047  0.0662
Si  9.6783  9.772  28.157  -0.0509  0.0639  0.1065
Si  13.5785  9.7528  28.2718  0.0594  -0.0051  0.0649
Si  -0.0305  1.1142  28.7006  -0.0216  -0.132  -0.0739
Si  3.9011  1.1132  28.6729  0.0036  -0.0587  -0.1237
Si  7.6279  1.1559  28.8826  0.0264  -0.0692  0.0009
Si  11.6607  0.9796  28.7395  0.0126  -0.1149  -0.0905
Si  1.8638  7.4556  28.5161  0.0144  -0.1161  -0.0535
Si  5.7842  7.5175  28.7244  -0.0603  0.0091  0.0339
Si  9.5657  7.4256  28.5737  0.0783  -0.0935  -0.0676
Si  13.4869  7.4395  28.7332  -0.03  -0.0654  0.0047
Si  1.9375  0.5326  29.8709  -0.006  -0.0172  -0.0376
Si  5.73  0.5417  30.0583  -0.0497  -0.0465  -0.0056
Si  9.6572  0.489  29.9199  0.0074  -0.0045  -0.0919
Si  13.5683  0.5011  30.0061  -0.0247  -0.0562  -0.0246
Si  -0.0028  6.9098  29.8752  -0.0145  -0.0198  -0.0059
Si  3.7944  6.9519  29.8625  -0.0133  -0.1348  -0.0201
Si  7.7096  6.9406  29.9257  -0.0175  -0.0393  -0.0008
Si  11.5113  6.9259  29.9053  -0.0225  -0.0552  -0.0207
Si  0.01  4.5871  30.2644  0.0283  0.0156  0.0126
Si  3.8734  4.6039  30.2233  -0.0103  0.0501  -0.0805
Si  7.7271  4.6107  30.2877  0.0297  0.0039  0.0063
Si  11.6036  4.5827  30.3109  -0.0046  0.0346  -0.0018
Si  1.9318  11.0084  30.2713  -0.0023  0.0218  0.0345
Si  5.8051  11.0225  30.3391  0.0266  0.0229  -0.011
Si  9.6697  10.9681  30.2553  -0.0245  -0.0151  0.0461
Si  13.5614  10.9855  30.323  -0.0064  0.0033  0.003
Si  1.9498  4.0391  31.5167  0.0045  0.0066  -0.0835
Si  5.7866  4.066  31.5366  -0.0141  -0.0033  -0.1171
Si  9.6593  4.0275  31.5464  0.0107  0.0184  -0.1039
Si  13.5501  4.05  31.5486  -0.0078  0.0184  -0.0874
Si  0.0219  10.4433  31.5591  0.0008  0.0061  -0.0715
Si  3.8555  10.4499  31.5487  -0.0072  -0.0114  -0.0757
Si  7.7479  10.454  31.5543  -0.0039  -0.0008  -0.0703
Si  11.5987  10.4472  31.5424  0.0044  0.0306  -0.0748
Si  1.9343  1.7107  31.9415  -0.003  0.0002  -0.0323
Si  5.7715  1.7574  32.0484  -0.0343  -0.0433  -0.0327
Si  9.6709  1.6976  31.9653  -0.0066  -0.0167  -0.0256
Si  13.5422  1.7295  32.0107  -0.0005  -0.0431  -0.031
Si  0.0057  8.1096  31.9372  -0.0009  -0.0034  -0.0074
Si  3.8372  8.1158  31.9457  -0.0184  -0.0064  -0.0613
Si  7.7256  8.1298  31.9697  -0.0099  0.0089  0.0041
Si  11.5739  8.1181  31.9617  -0.0328  -0.0434  -0.0376
Si  0  2.332  3.9167  -0.0358  0.1914  0.2107
Si  3.8672  2.332  3.9167  0.0301  0.2975  0.24
Si  7.7343  2.332  3.9167  0.0993  0.1101  0.2067
Si  11.6015  2.332  3.9167  -0.0626  0.2276  0.2224
Si  1.9336  8.745  3.9167  0.0814  0.1109  -0.1984
Si  5.8008  8.745  3.9167  0.0202  0.0968  0.0196
Si  9.6679  8.745  3.9167  -0.0161  0.1097  -0.1007
Si  13.5351  8.745  3.9167  0.0023  0.0515  -0.1401
Si  1.9337  6.4207  4.3416  0.0042  -0.0044  0.0496
Si  5.794  6.4195  4.3389  0.004  0.0053  0.0364
Si  9.6763  6.4202  4.3261  -0.0077  0.0128  0.0368
Si  13.5341  6.4199  4.3325  0.0039  0.0151  0.0537
Si  -0.0072  12.8368  4.3103  -0.0002  0.0112  0.0073
Si  3.862  12.8396  4.3039  0.02  -0.0152  0.0164
Si  7.7401  12.8363  4.3242  -0.0166  0.0327  0.0206
Si  11.5837  12.8389  4.2945  0.0175  -0.0038  0.0042
Si  -0.005  5.8632  5.5849  -0.0006  -0.03  -0.0093
Si  3.8616  5.8896  5.6179  -0.0266  0.0105  0.0146
Si  7.7442  5.8408  5.5505  0.0105  0.0068  0.0235
Si  11.6023  5.8593  5.5852  0.0137  0.0051  0.0153
Si  1.9321  12.3078  5.5442  -0.0333  0.048  0.0057
Si  5.7883  12.2771  5.5321  -0.0181  0.0262  0.0571
Si  9.6818  12.2892  5.5641  0.0104  -0.011  0.0121
Si  13.5057  12.2696  5.5039  -0.0372  0.0524  0.0333
Si  -0.0152  3.5403  6.0043  0.0033  0.0308  0.0856
Si  3.8822  3.5521  6.0138  -0.0014  -0.0296  0.1044
Si  7.7687  3.5196  6.0103  -0.0194  0.0352  0.1301
Si  11.5882  3.5316  6.0215  0.0163  0.0117  0.1156
Si  1.96  9.9702  5.9268  0.0062  -0.0525  0.0724
Si  5.812  9.9441  5.971  0.0071  -0.0129  0.0666
Si  9.6646  9.9562  5.9491  -0.0153  0.0063  0.0536
Si  13.5285  9.9448  5.9465  -0.0137  0.0097  0.0983
Si  1.9263  3.0593  7.2895  0.0028  0.0385  -0.0155
Si  5.8392  3.0088  7.2866  0.0068  -0.0055  0.0724
Si  9.6808  2.9819  7.3605  0.0066  -0.0042  0.0263
Si  13.5176  3.0012  7.2993  0.0379  0.0089  0.0594
Si  0.0331  9.3688  7.1181  -0.0083  -0.057  -0.0145
Si  3.8646  9.419  7.2111  -0.0527  -0.0361  -0.0352
Si  7.7561  9.3625  7.2053  0.0105  -0.0495  0.0565
Si  11.5867  9.3662  7.173  0.0243  -0.0075  -0.0327
Si  -0.0321  7.0801  7.6297  -0.0117  0.0331  0.0134
Si  3.8381  7.0912  7.6997  0.0124  -0.0051  0.1088
Si  7.7688  7.0282  7.5888  -0.0427  0.0869  0.0763
Si  11.5846  7.0349  7.6567  -0.009  0.0387  0.0534
Si  1.8845  13.5246  7.5823  0.0136  0.0161  0.0704
Si  5.7672  13.4732  7.5714  -0.0251  0.1301  0.0269
Si  9.7125  13.4633  7.6327  -0.0296  0.033  0.0045
Si  13.4664  13.4647  7.531  -0.0299  0.0541  -0.0008
Si  1.843  6.666  8.989  0.0563  0.1132  -0.0516
Si  5.8525  6.5705  8.8805  0.0036  0.0784  0.1144
Si  9.6635  6.3936  8.8899  0.021  0.0725  0.0727
Si  13.5184  6.5327  8.9151  0.0532  0.0632  0.0284
Si  -0.0792  12.8214  8.6769  -0.0208  0.0585  0.0959
Si  3.7993  13.033  8.847  0.0259  0.0939  0.0399
Si  7.7412  12.8089  8.7091  -0.0798  -0.0349  -0.015
Si  11.631  12.947  8.9212  0.1014  0.1363  0.0715
Si  1.9159  4.3446  9.3799  -0.0979  -0.0412  -0.1772
Si  5.9393  4.264  9.3952  0.1121  0.0691  -0.2768
Si  9.7055  4.126  9.5573  -0.0744  -0.0098  -0.1914
Si  13.5156  4.2488  9.4242  0.1002  0.0363  -0.2269
Si  0.102  10.5261  9.1477  -0.0125  -0.0856  -0.0545
Si  3.8923  10.6969  9.2137  0.0424  -0.0152  -0.1205
Si  7.7899  10.5201  9.2864  0.0301  -0.0944  -0.0556
Si  11.69  10.5541  9.2032  -0.0503  -0.0667  -0.0067
Si  0.0118  3.5453  10.5468  -0.0217  0.0176  0.2204
Si  3.919  3.9964  10.5254  0.0825  0.2639  0.2939
Si  7.7721  3.4527  10.8229  -0.0852  -0.0392  0.4479
Si  11.6652  3.8571  10.8746  0.0571  0.2697  0.3198
Si  2.0128  10.2883  10.5286  -0.0182  0.2436  0.1533
Si  5.7583  10.0867  10.4904  -0.0646  0.1212  0.1443
Si  9.818  9.9038  10.4468  -0.0066  0.0761  0.2428
Si  13.6642  9.9157  10.3417  0.0384  0.1298  0.0396
Si  -0.3368  1.2722  10.6103  0.0991  -0.3665  0.0839
Si  4.1123  1.702  10.7421  -0.1698  -0.3451  0.1337
Si  7.3055  1.1602  10.665  0.0231  -0.3743  0.2829
Si  12.0232  1.4592  10.975  0.0377  -0.3178  0.0809
Si  2.1634  8.0255  11.0119  -0.0707  -0.1457  -0.026
Si  6.1951  7.7725  10.9514  0.2812  -0.1943  -0.1629
Si  9.4324  7.621  10.9084  -0.2168  -0.0557  -0.0841
Si  13.602  7.6113  11.0666  -0.0783  -0.0143  -0.0402
O  13.6228  13.9968  11.3285  -0.0201  0.1092  -0.1816
O  4.209  14.5748  14.8473  -0.0896  -0.0142  -0.1338
O  3.3055  0.5036  25.3722  0.058  -0.0066  0.1255
O  13.5885  0.0081  26.1956  -0.0379  -0.0755  0.1676
O  0.8189  0.7797  11.6793  -0.009  0.0322  -0.0745
O  7.4972  10.7178  13.2731  -0.0601  -0.0414  -0.1313
O  15.5147  9.7447  25.4454  0.0266  0.0828  0.2796
O  -4.4001  0.8459  20.9952  -0.0058  0.0129  0.0313
O  7.5915  0.143  11.9652  -0.0042  0.1244  -0.1661
O  5.6868  14.1347  10.8508  0.0397  0.056  -0.0177
O  9.88  10.6614  11.9312  -0.0165  -0.0588  -0.1276
O  11.3911  16.4956  18.6804  0.0239  0.0176  -0.0124
O  19.487  4.8296  12.0133  -0.0145  -0.0555  -0.2191
O  7.8242  7.8442  11.0659  -0.1229  -0.0522  0.0747
O  10.6182  -4.1858  16.3476  0.0431  -0.0253  -0.05
O  2.6886  4.3108  18.2332  0.0019  0.0352  -0.049
O  3.6261  20.2303  11.4494  -0.0011  0.0442  0.0246
O  -2.7132  11.522  13.9102  0.0283  0.0101  -0.0983
O  1.9359  11.2057  11.9434  0.0591  -0.1001  -0.2
O  14.4412  9.5343  13.3137  0.014  -0.048  -0.2071
O  7.592  3.6893  12.5202  -0.0204  0.0771  -0.5003
O  11.1072  13.5452  12.1235  0.0687  0.0659  -0.153
O  7.3694  5.6243  17.4126  0.0123  -0.0083  -0.0446
O  -0.0396  16.4493  12.2337  -0.06  0.063  -0.2439
O  17.3296  6.5027  24.9284  -0.0061  -0.0918  0.3382
O  3.9193  6.5746  14.0798  0.0025  -0.0527  -0.2137
O  5.8084  0.1306  26.2351  0.0363  -0.1  0.2135
O  0.4335  -0.0534  21.4008  0.0329  -0.0137  0.0644
O  9.0044  10.0098  19.4038  -0.0017  0.0558  0.0037
O  1.9442  2.8171  25.4919  0.0015  0.1894  0.199
O  1.3469  8.5922  20.463  0.0232  0.0027  0.0535
O  3.888  9.4548  25.6755  -0.0388  0.0333  0.1333
O  11.7507  9.232  25.6126  -0.0962  0.1016  0.1972
O  9.8507  2.7595  25.659  0.0054  0.17  0.1888
O  5.9961  3.2983  25.2869  -0.1287  0.1082  0.4702
O  -0.811  -6.1048  12.0071  -0.0187  -0.0251  -0.1147
O  1.7472  -6.1083  22.2999  0.0727  -0.0274  0.1093
O  3.8701  6.3228  26.5203  0.035  -0.1149  -0.0237
O  -0.7228  7.1781  21.5243  0.0374  0.0759  0.0807
O  13.4985  2.9953  25.4859  0.0139  0.0826  0.3555
Si  3.8231  6.867  15.6695  0.0229  0.0182  0.3594
Si  11.594  5.8298  23.0537  0.0428  0.0046  -0.2807
Si  12.2431  -0.5426  15.2406  -0.0086  -0.0122  0.1565
Si  12.583  7.7844  18.6046  0.0604  0.0267  0.0997
Si  -5.3613  10.1433  15.9724  0.033  0.0747  0.049
Si  9.7558  3.5217  18.8908  -0.0462  -0.0282  0.0854
Si  13.3677  13.1051  17.788  0.0053  -0.0015  0.033
Si  1.4776  13.9865  21.6921  -0.1556  0.0563  -0.2733
Si  8.5744  -1.5376  18.4652  0.0394  0.0074  -0.0187
Si  9.1111  10.8728  13.3351  0.0121  -0.0465  0.0376
Si  -0.2639  16.54  16.5112  0.0143  -0.0525  0.1836
Si  20.3085  8.6351  24.6378  0.0205  -0.0061  -0.1711
Si  -12.4901  -11.1668  13.7593  0.1154  0.0593  0.1498
Si  12.6168  21.0385  24.6686  0.0284  -0.1042  -0.1343
Si  8.0718  15.7875  13.9131  -0.0284  -0.093  0.2942
Si  2.767  6.6097  23.5613  -0.0688  -0.0558  -0.3221
Si  15.0326  9.7592  23.8965  0.0668  0.04  -0.2274
Si  3.3632  0.8595  19.2607  -0.0348  0.034  0.0065
Si  -1.4298  23.9147  13.0416  -0.1064  0.047  0.0958
Si  9.7358  -11.6396  25.2157  -0.1007  -0.1124  -0.1146
Si  21.1516  13.8531  15.03  -0.0782  0.0638  0.0896
Si  -5.907  0.81  20.3363  0.01  0.0399  0.0125
Si  8.8319  5.989  17.9956  0.0001  -0.0462  0.0686
Si  -3.0242  14.1022  21.7623  0.0815  -0.0406  -0.1647
Si  -9.9383  -0.7908  17.7023  -0.0353  0.0595  -0.0259
Si  3.5663  -3.1381  17.0201  -0.057  -0.0049  0.1082
Si  13.0834  16.0993  23.9328  0.0417  -0.029  -0.3161
Si  1.2216  12.442  12.7479  -0.0387  0.1144  0.064
Si  -12.8816  8.0461  19.5503  -0.034  -0.0403  -0.0345
Si  12.1738  3.0254  17.3776  0.0079  -0.0748  0.0698
Si  14.1478  -2.2689  19.057  -0.0013  0.0264  0.0237
Si  5.3968  7.2667  20.5079  -0.0153  -0.0356  -0.0618
Si  11.337  6.4204  12.8224  -0.1107  0.1491  0.1034
Si  -0.7822  16.035  21.4226  0.0203  0.0227  -0.1752
Si  10.3733  0.8105  13.5656  0.0646  -0.0477  0.2948
Si  0.3683  6.8965  13.1379  -0.0946  0.0306  0.2549
Si  14.5399  34.5394  14.8018  -0.0507  0.0882  0.2849
Si  6.586  16.0667  23.7601  0.1192  -0.0541  -0.2829
Si  4.3223  6.3638  12.5239  0.0621  -0.0902  0.0661
Si  11.8208  -5.1374  15.7502  0.014  0.109  0.2035
Si  29.2748  6.0479  20.828  0.0844  -0.0688  -0.0331
Si  8.0275  -12.3149  22.9732  -0.0123  -0.0057  -0.0845
Si  -14.7631  -1.9127  16.7338  -0.0075  -0.0156  0.1365
Si  9.5947  8.4881  19.5157  -0.0017  -0.0693  0.0349
Si  -7.5646  8.1614  21.9732  0.0045  0.0281  -0.0477
Si  -5.7204  16.8759  16.1978  -0.0115  -0.0952  0.1306
Si  6.5503  11.9276  12.7206  0.0839  0.0327  0.181
Si  20.0193  4.7343  21.9937  -0.0646  0.0718  -0.1721
Si  -6.8069  5.7042  23.6886  0.0495  -0.0117  -0.2738
Si  0.7409  3.9631  13.6196  0.0286  -0.1395  0.1652
Si  16.1795  0.9312  17.4288  -0.0443  0.0645  0.1376
Si  1.9446  14.1153  24.8925  -0.0144  -0.0966  -0.0142
Si  -0.845  -0.9666  21.812  -0.0422  0.0426  -0.1367
Si  0.7209  7.8698  21.7969  -0.0696  -0.0812  -0.0827
Si  7.2562  -2.4703  23.8933  0.0928  0.0421  -0.2687
Si  -13.6086  -7.2492  17.6349  0.0689  -0.019  0.1691
Si  -9.6271  -6.9739  17.8421  -0.0681  0.0136  0.1039
Si  3.9402  3.83  19.1483  -0.0237  0.0901  0.0256
O  11.2787  3.4418  16.0399  -0.0523  0.0397  -0.0597
O  19.0827  -7.5751  23.2283  0.0057  -0.005  0.12
O  9.1935  -4.8658  21.0009  0.0054  0.008  0.0113
O  11.6432  -5.5076  23.7132  0.0248  0.0796  0.1498
O  5.484  24.0143  11.7413  -0.0032  -0.0339  -0.1991
O  0.6852  12.5084  16.3786  0.0004  -0.0267  -0.071
O  -6.4978  10.7877  16.9506  0.0145  -0.0051  -0.0328
O  9.4  -0.2332  19.0666  -0.0013  -0.0274  -0.0405
O  7.3445  11.9353  23.4776  -0.0207  -0.0044  0.0983
O  -0.8296  4.6468  20.6478  -0.0319  -0.0197  0.0616
O  21.3356  6.8528  12.3091  -0.0226  -0.0355  -0.1228
O  11.4357  6.3347  26.4165  0.0274  -0.0485  0.035
O  1.8915  14.1211  23.2624  0.048  0.0433  0.2686
O  5.3002  4.5123  18.5831  0.0283  -0.0007  -0.0516
O  -6.3663  -9.6854  17.4218  0.0254  0.0589  -0.1232
O  14.7973  13.6969  18.3127  0.0202  -0.0126  -0.0243
O  3.6758  4.1685  20.7293  0.0159  0.028  0.0891
O  11.0757  13.1762  25.5573  0.0618  0.0376  0.0476
O  -5.4378  -7.3778  22.8265  -0.0167  -0.0158  0.1226
O  15.3089  11.9865  13.4682  0.0452  0.023  -0.027
O  15.313  7.4679  14.5889  0.0628  -0.1372  -0.1824
O  2.0298  13.5733  18.3421  0.001  -0.0113  -0.0512
O  25.3172  5.6034  16.7583  0.0172  0.0094  -0.0532
O  9.4727  13.73  23.6345  0.0963  0.082  0.1682
O  19.6128  2.2451  18.9669  0.0317  -0.0537  -0.0173
O  11.4961  6.6766  14.4696  0.0021  -0.1371  -0.3469
O  16.1099  0.4898  25.4733  -0.0686  -0.034  0.0487
O  -1.0471  -2.1378  20.6704  -0.0018  0.0039  0.0455
O  2.1203  13.1023  13.9483  -0.0723  -0.127  -0.1403
O  6.9712  -1.1677  18.4019  0.0337  -0.0233  0.0192
O  0.3688  5.0113  17.2937  -0.0261  0  -0.1012
O  8.8582  7.5476  18.4035  0.0156  -0.0007  -0.0418
O  13.6373  7.204  25.4974  -0.0161  -0.0919  0.1639
O  -3.2618  14.2524  17.8022  0.0222  -0.0073  -0.0328
O  -1.0191  3.4501  23.0332  -0.0513  0.0071  0.2006
O  3.8346  7.733  20.5643  0.0269  0.0049  -0.0082
O  5.7349  9.739  23.8184  -0.0961  -0.0304  0.147
O  -2.1163  6.5967  19.3876  -0.0615  0.03  -0.0644
O  1.1909  18.3517  13.4318  0.0027  0.077  -0.0933
O  18.3018  13.6836  20.8163  0.0241  -0.0284  0.0682
O  -2.0262  2.2633  20.8791  -0.0573  -0.0266  0.0833
O  0.6386  8.9469  22.9975  0.0124  0.0387  0.1158
O  7.8321  -2.7417  25.3964  0.019  0.0181  0.3708
O  3.8268  7.8578  23.6194  0.0593  0.0495  0.1165
O  5.7336  19.9027  18.9167  0.0063  0.0121  -0.0059
O  9.1868  30.6663  19.2893  0.0137  0.0157  -0.0173
O  2.0396  2.999  13.8969  -0.0685  0.0599  -0.0973
O  -19.7338  -4.5295  19.3302  -0.041  0.023  -0.0081
O  -3.0946  7.038  17.1503  -0.0166  0.0168  -0.1157
O  7.0213  14.555  23.3502  -0.0473  0.0379  0.1071
O  -3.0339  5.7999  21.6656  -0.1184  -0.0073  0.1341
O  -7.3142  9.5343  22.81  0.004  0.0157  0.0829
O  3.853  8.4732  15.9675  0.0067  -0.0571  -0.0954
O  -0.1772  9.931  15.7843  -0.0544  -0.0622  -0.1528
O  -10.4075  6.1747  16.4626  -0.0457  0.0065  -0.1298
O  2.2554  10.499  16.5326  -0.0068  0.0195  -0.0473
O  -0.5136  11.2562  23.283  0.0106  0.0266  0.1277
O  8.3794  0.3855  21.3831  -0.0159  -0.0079  0.047
O  9.3766  2.0653  13.5514  0.0295  0.0244  -0.1105
O  3.5524  1.4635  12.2576  0.0886  -0.0083  -0.1339
O  15.1687  16.736  14.8863  0.0268  0.0287  -0.1495
O  6.8734  14.953  14.6975  0.1223  0.0753  -0.1658
O  20.9357  16.394  22.6283  0.0107  -0.0199  0.1178
O  0.6952  -10.4258  16.7298  -0.0203  -0.0274  -0.0488
O  4.8686  10.6737  17.0577  0.0283  -0.005  -0.0145
O  5.5201  5.9032  21.3904  -0.0054  -0.0374  0.0406
O  5.7698  13.1942  16.5374  0.0226  -0.0508  -0.024
O  1.365  20.7966  12.4554  0.0902  0.0479  -0.1058
O  13.5423  9.1142  18.6077  -0.0122  0.0117  -0.0322
O  9.59  9.827  14.4647  -0.0023  -0.0123  -0.0862
O  9.8286  6.843  12.3334  -0.0136  -0.0037  -0.1362
O  6.4992  8.2973  21.1241  0.0066  0.0052  0.0345
O  12.2088  2.0764  23.1957  0.0093  0.0528  0.1649
O  3.1786  -3.6971  18.5023  0.031  0.0157  -0.0286
O  17.416  -6.0703  18.7628  0.0245  0.0008  -0.03
O  16.1629  15.3597  21.1993  0.0271  -0.0562  0.0847
O  12.2175  7.517  11.9595  0.1036  -0.0704  0.0771
O  -2.2186  -0.1159  21.9886  0.0311  -0.0272  0.0582
O  8.7299  4.0582  14.9366  0.0143  0.0426  -0.1153
O  -6.179  2.3716  19.9201  0.0006  -0.0123  0.0177
O  11.4851  0.8352  14.7765  -0.0794  -0.0041  -0.2124
O  -15.364  10.7351  18.255  0.0207  0.0046  -0.0426
O  13.6446  11.1461  11.4809  0.0158  -0.0106  -0.0752
O  -4.1599  11.2365  16.0529  0.0042  0.0242  -0.0486
O  -1.9878  -0.1567  16.2125  -0.0301  -0.0086  -0.1015
O  4.4632  -0.2859  18.8582  0.0314  -0.0164  0.0215
O  -5.9897  -0.4886  13.9096  0.0048  0.0243  0.0077
O  5.7669  12.644  13.942  0.0244  -0.0873  -0.104
O  9.0006  6.2074  25.2188  0.1053  0.0024  0.3457
O  -17.8621  11.7617  18.6751  -0.0061  0.0215  -0.0182
O  7.8136  4.3169  23.6666  -0.005  0.0082  0.1322
O  5.8368  7.5449  25.3983  -0.0045  -0.2485  0.2645
O  -3.8014  4.8831  12.2813  0.0071  -0.2789  -0.317
O  -1.9114  9.1093  23.7011  -0.0689  0.0172  0.0755
O  17.9253  -6.6502  16.24  0.0561  0.0409  -0.1621
O  8.4241  13.3944  25.938  -0.0406  -0.0031  0.0231
O  23.2748  6.8839  22.9727  -0.0342  -0.0282  0.087
O  -3.2229  4.673  24.0051  -0.0143  0.0062  0.163
O  13.0165  8.6884  15.2847  0.0163  -0.0328  -0.061
O  -1.7701  3.5222  17.1078  0.0015  0.0329  -0.0556

Results
free energy: -248721.410 eV
free energy less fixed offsets of O -568.88, Si -635.61 eV per atom: -5.950 eV

The program warned: the cutoff lies below the one the program advises for these potential files; the forces do not sum to zero within the program's tolerance; the exchange-correlation potential is rough where the density is thin.
